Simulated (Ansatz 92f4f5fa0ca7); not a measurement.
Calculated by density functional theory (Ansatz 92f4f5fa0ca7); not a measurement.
Periodic cell of 268 atoms, Si148O120, from a study of silicon, its oxide and their interface. The atomic structure is a simulated model.

Settings
functional: r2SCAN
potential files: Ansatz PAW
basis: plane waves
wave-function cutoff: 800 eV
density cutoff ratio: 5
exchange-correlation grid ratio: 1
k mesh: 1 x 1 x 1, shifted by 0.5 0.5 0 of a step
self-consistency stop: 1e-10 eV per atom in the density residual
occupations: fixed
spin: none
net charge: 0

Cell vectors (angstrom)
a 10.88 0 0
b 0 10.88 0
c 0 0 37.6206

Atoms and the computed forces on them: element, x, y, z (angstrom), force x, y, z (eV/angstrom)
Si 0.1071 0.2227 -0.1473 0.0606 0.0412 -0.2012
Si 3.034 2.5675 -0.0694 -0.0477 0.04 -0.291
Si -0.3703 5.7789 -0.1476 0.0329 0.0205 -0.3276
Si 3.1572 7.6657 -0.1127 0.0308 0.0565 -0.3332
Si 5.1253 0.2396 -0.0777 -0.018 -0.0731 -0.2843
Si 7.5365 3.2853 -0.0882 -0.0117 0.0222 -0.2715
Si 5.429 5.5342 0.2969 -0.0032 0.013 -0.1793
Si 8.3152 8.0179 0.029 -0.0539 0.0057 -0.2281
Si 1.3871 1.5091 1.2648 -0.0195 0.0349 0.0354
Si 4.0422 4.08 1.417 -0.0227 0.0105 0.0227
Si 1.3553 6.7659 1.1506 0.0141 -0.0001 0.0513
Si 4.0406 9.4756 1.1865 0.0059 -0.0412 0.0255
Si 6.6762 1.4751 1.2008 0.0155 0.027 0.023
Si 9.3689 4.1829 1.1472 -0.023 -0.0186 0.0617
Si 6.8464 6.9135 1.4719 -0.0147 0 -0.0005
Si 9.5683 9.6599 1.1287 -0.0196 -0.0179 0.0532
Si -0.0932 2.8283 2.5285 0.0313 -0.0117 -0.0105
Si 2.6847 0.0013 2.566 -0.0299 -0.0205 0.0005
Si 0.0359 8.2339 2.507 -0.0082 0.01 -0.0252
Si 2.6033 5.4404 2.6454 -0.0142 -0.0243 -0.0048
Si 5.3955 2.713 2.7257 0.0233 0.0189 -0.0119
Si 8.1331 0.098 2.4934 0.0109 -0.014 -0.0112
Si 5.4036 8.2652 2.6749 -0.0032 0.0306 -0.0175
Si 8.1704 5.4736 2.7119 -0.0104 -0.0308 -0.0316
Si 1.2576 4.1073 3.9854 -0.0172 0.0061 0.0069
Si 4.0267 1.3313 3.9911 -0.0047 -0.0192 0.0398
Si 1.3335 9.5493 3.942 0.0285 -0.0015 0.0192
Si 4.0199 6.8342 3.944 0.0081 -0.0044 0.0322
Si 6.7844 4.0953 4.0158 -0.0062 0.0021 0.0345
Si 9.4803 1.4181 3.8996 -0.013 0.0106 0.0096
Si 6.8015 9.6217 3.9418 -0.0025 0.014 0.0194
Si 9.5592 6.8737 3.937 0.0335 0.01 0.0415
Si -0.0471 0.0311 5.2654 -0.0016 0.0028 0.0035
Si 2.6478 2.7209 5.3035 0.0076 0.0079 0.0071
Si -0.0336 5.4973 5.3453 0.0098 -0.0023 0.0041
Si 2.6852 8.1891 5.3214 -0.0106 0.0116 0.0062
Si 5.4276 0.0249 5.3425 0.005 -0.002 0.0061
Si 8.1442 2.7328 5.3404 0.0174 -0.0083 0.0089
Si 5.3899 5.471 5.3039 0.0065 -0.0048 -0.0063
Si 8.1501 8.2091 5.2717 -0.0113 0.0007 0.0104
Si 1.3128 1.3524 6.6597 0.0004 -0.0019 0.0015
Si 4.0381 4.0928 6.6469 -0.0131 -0.002 0.001
Si 1.3373 6.8287 6.6944 0.0009 0.0044 -0.0128
Si 4.0679 9.5285 6.6787 -0.0082 0.0059 -0.0102
Si 6.7815 1.37 6.6968 0.0016 0.002 -0.0079
Si 9.5023 4.1046 6.6849 -0.0017 -0.011 -0.0078
Si 6.7812 6.8255 6.6317 -0.0031 -0.0018 -0.0023
Si 9.4931 9.5491 6.647 0.0032 0.002 -0.0017
Si -0.0324 2.7033 8.0251 -0.0074 -0.0021 0.0081
Si 2.6969 0.014 8.0236 0.0094 -0.002 0.0092
Si -0.036 8.1949 8.0229 0.0102 0.0038 0.0047
Si 2.6879 5.4412 8.0229 0.0071 -0.0108 0.0031
Si 5.399 2.7298 8.0112 -0.0098 -0.0007 0.0066
Si 8.1398 -0.0102 8.0361 0.0015 0.0058 0.0058
Si 5.425 8.1547 8.0141 0.0042 -0.0009 0.0019
Si 8.1233 5.4562 8.0121 0.0034 0.0103 0.0015
Si 1.3592 4.031 9.3645 -0.0026 0.004 -0.003
Si 4.0459 1.3838 9.3959 -0.0023 -0.0058 -0.0158
Si 1.3381 9.5377 9.3824 -0.0027 0.0069 0.0009
Si 4.0561 6.802 9.3646 -0.0143 0.0024 -0.0054
Si 6.7926 4.0493 9.3529 0.0117 -0.0214 0.003
Si 9.4994 1.3363 9.4017 0.0062 0.0066 -0.0077
Si 6.7817 9.4985 9.382 -0.0165 0.0158 -0.0107
Si 9.4865 6.818 9.3684 0.0035 -0.0072 -0.0185
Si 0.0118 0.0149 10.7752 -0.0054 -0.0176 -0.0297
Si 2.6922 2.7114 10.8146 -0.0074 -0.0026 -0.046
Si -0.026 5.3916 10.6459 0.0053 -0.0215 0.0057
Si 2.6964 8.1744 10.73 -0.0003 -0.0009 -0.0232
Si 5.4265 0.0047 10.7063 -0.005 0.0017 -0.001
Si 8.1249 2.6722 10.7583 -0.0059 -0.0014 -0.0219
Si 5.403 5.3822 10.6537 -0.0064 0.0023 -0.0243
Si 8.1322 8.1528 10.765 0.0128 -0.0079 -0.0464
Si 1.3324 1.3643 12.2181 -0.0042 -0.0093 -0.0124
Si 4.1213 4.0707 12.1104 0.0105 -0.005 0.0111
Si 1.3653 6.6895 11.9808 0.0025 -0.0168 0.0038
Si 4.0401 9.5945 12.0704 -0.0201 0.0584 -0.0138
Si 6.7698 1.2952 12.1396 -0.0097 -0.0264 -0.0267
Si 9.5394 4.0358 12.0405 0.0336 -0.0107 -0.0167
Si 6.7352 6.699 11.995 -0.0101 -0.0246 0.0186
Si 9.542 9.5109 12.1002 0.0193 0.061 -0.0083
Si -0.0121 2.8037 13.5648 -0.0108 0.0136 -0.0448
Si 2.7347 0.028 13.5962 0.0295 -0.0281 -0.0453
Si 0.0021 7.9929 13.3103 -0.0395 -0.0386 0.011
Si 2.7589 5.4515 13.4303 0.0078 0.0516 -0.053
Si 5.4011 2.6574 13.5164 0.0141 0.0012 -0.0417
Si 8.2003 -0.0105 13.5167 -0.0029 0.0205 -0.0649
Si 5.3609 8.102 13.2598 -0.0394 -0.0424 -0.026
Si 8.0897 5.3044 13.3264 -0.0297 0.0261 -0.0395
Si 1.6202 3.9948 14.8414 -0.0796 0.0124 0.3141
Si 3.8038 1.6993 14.9914 0.0417 -0.0191 0.3771
Si 1.5158 9.1762 14.5924 -0.0345 0.0547 0.2582
Si 3.8271 7.1006 14.733 0.0147 -0.0198 0.2615
Si 7.0023 3.7996 14.7699 -0.072 0.0083 0.313
Si 9.2867 1.6689 14.8811 0.0035 -0.0564 0.3008
Si 7.0229 9.0768 14.484 -0.0014 0.0054 0.3995
Si 9.2647 6.8142 14.5874 0.0346 -0.0239 0.2754
Si -6.8096 -3.1853 21.2909 -0.034 0.0089 0.1624
Si 0.0971 5.7568 16.9935 -0.0134 0.0236 0.3057
Si 3.0372 11.2708 25.5903 0.0074 0.014 0.0258
Si 10.2163 -0.4714 16.6395 -0.0102 -0.0686 0.2421
Si 9.5289 2.0718 23.3943 0.0078 -0.0118 0.0817
Si 5.3421 12.0947 17.8078 0.0403 0.009 0.297
Si 7.1857 -0.9659 17.1268 -0.0154 0.063 0.1841
Si 5.7374 5.7717 16.8913 0.0438 0.0023 0.2964
Si 6.121 4.3223 26.5504 -0.0141 -0.004 -0.0344
Si 5.7774 5.5933 19.8792 -0.0274 -0.0054 0.1988
Si 3.3585 7.0143 24.0176 -0.0001 -0.0223 0.0596
Si -2.4605 8.3761 25.2166 -0.0209 0.0083 0.0119
Si -0.2604 -2.6654 18.4765 -0.0044 0.0004 0.2086
Si -3.3188 7.4566 18.5033 0.0112 -0.0289 0.1692
Si 7.0044 3.1005 19.4292 0.0313 -0.0041 0.138
Si 9.8278 4.1743 19.529 -0.0207 -0.0551 0.1885
Si 14.8415 -0.4587 20.199 -0.0369 -0.0179 0.1624
Si 10.831 4.6599 22.5237 0.0377 0.0114 0.1274
Si 9.2178 1.6234 20.5365 0.0189 -0.0227 0.1473
Si -7.7223 1.1699 22.6147 -0.0196 0.0249 0.096
Si 2.7615 -6.8693 23.5135 0.0065 0.0042 0.0586
Si -4.2466 6.6767 30.5445 -0.0076 -0.007 -0.1845
Si 0.7578 1.9288 31.7263 0.0015 0.0165 -0.1771
Si 8.475 10.5281 26.9763 -0.0085 -0.0048 -0.0365
Si -0.0369 -4.8153 27.4376 -0.0046 -0.006 -0.0445
Si -2.8788 2.3346 25.9593 -0.0215 0.0036 0.0107
Si 3.578 -0.632 31.0547 0.0261 -0.0175 -0.1084
Si -0.2394 2.4877 29.2143 0.0028 0.0335 -0.1226
Si 7.4499 8.0783 27.9007 0.0107 0.0277 -0.1051
Si 9.2585 14.0205 33.0807 0.0027 0.0375 -0.1986
Si -1.9797 1.4541 35.5276 0.0151 -0.0063 -0.2493
Si -2.2474 4.1702 27.9654 -0.0011 0.0048 -0.0695
Si 1.5083 8.8652 20.7536 0.0441 0.0271 0.1309
Si 11.0522 -3.7485 24.4444 -0.0035 0.0181 0.0444
Si 11.2511 0.2242 22.0486 0.0057 0.0235 0.0923
Si 12.7037 15.0933 28.3867 0.0039 -0.0086 -0.0862
Si 11.9887 10.0688 32.7201 0.0116 0.0409 -0.1832
Si 3.3875 3.1455 26.324 0.012 -0.0005 -0.007
Si 5.0049 -5.0724 33.7976 0.0085 0.0086 -0.1834
Si -3.7334 7.8183 33.497 -0.0145 -0.0558 -0.1729
Si 2.2162 -3.9083 29.078 -0.0255 -0.0226 -0.1147
Si -7.8777 -1.1621 28.1207 -0.0288 -0.0038 -0.0918
Si 6.977 -1.047 35.4934 -0.0039 -0.0155 -0.2123
Si 6.4462 3.9434 31.8977 -0.0019 0.0053 -0.1334
Si 5.8905 7.1826 25.6571 0.0181 -0.0049 -0.0134
Si -7.0641 2.2454 32.1227 -0.0072 -0.0265 -0.1532
Si 0.5726 0.3403 27.2594 -0.0078 -0.0118 -0.0402
Si 1.4561 9.1507 35.487 -0.0182 0.0045 -0.2393
Si 3.9712 7.3979 31.3223 -0.0352 0.0218 -0.1524
Si 0.1629 5.1041 34.4165 -0.0164 -0.0198 -0.2184
Si 13.8133 -7.0607 34.6549 0.051 -0.0013 -0.2493
Si 10.3085 7.9085 33.8102 -0.0088 0.0088 -0.1768
O -0.666 1.2557 -1.1689 0.0285 -0.0475 0.1288
O 1.2361 -0.587 -1.0214 -0.0272 0.0398 0.133
O -3.4308 -2.3158 -1.2432 0.0493 -0.0152 0.1706
O 2.6107 3.2502 -1.4937 -0.0022 -0.05 0.2132
O 3.9527 5.0903 -2.8254 -0.0225 -0.0222 0.099
O -5.2402 -0.4048 -1.5015 -0.0192 0.0435 0.15
O 2.5715 8.1203 -1.5866 0.0132 -0.0329 0.1637
O -0.0208 8.5056 -2.3934 0.0212 0.0159 0.0943
O 8.725 -3.2688 -3.7866 0.0054 0.0244 0.0719
O -0.1349 -12.7503 -4.9436 -0.0034 -0.0248 0.0868
O 11.097 6.5098 -4.0152 -0.0161 -0.0176 0.0877
O 8.0043 2.6721 -1.5312 -0.0305 0.015 0.2022
O 6.4364 4.4627 -0.5166 0.01 -0.0063 0.1439
O 4.3735 6.5913 -0.4679 -0.0268 -0.0216 0.2357
O 11.0782 5.2795 -1.5968 -0.0207 0.033 0.2477
O 9.3697 6.8976 -0.5305 -0.0302 -0.0527 0.1859
O 1.1721 4.8614 16.178 0.0559 -0.0615 -0.1974
O 2.6476 2.8158 15.3676 0.038 0.0476 -0.2358
O -1.1296 -4.8115 15.9765 -0.0522 0.0323 -0.1899
O 4.447 1.33 16.4668 -0.112 0.0339 -0.2677
O 2.6653 8.1698 15.2399 0.0145 -0.0157 -0.1519
O 0.4738 9.8043 15.6858 0.0296 -0.0065 -0.1865
O 6.0258 7.851 27.1432 -0.0001 0.0015 0.0349
O -7.3751 5.4497 23.5781 0.0041 0.0125 -0.0298
O 4.1292 0.5028 21.5037 0.0159 -0.0192 -0.0872
O 6.2609 4.4884 16.0631 0.0293 -0.0668 -0.1945
O 6.2523 -1.443 15.8992 0.0011 -0.0617 -0.1694
O 8.1132 2.7243 15.3717 0.0513 0.0404 -0.2211
O 8.1111 7.9216 14.9091 0.0801 0.0188 -0.3046
O 10.2188 13.4847 19.7124 0.0043 0.0299 -0.0633
O 15.585 6.2857 20.8543 0.0402 -0.0152 -0.0732
O 7.0173 6.654 19.7938 0.0176 0.0096 -0.106
O -2.6217 -6.7789 19.0396 0.0045 0.019 -0.0655
O -0.3706 -10.1033 23.3743 -0.0005 -0.0037 -0.0473
O -3.8534 6.7146 17.1682 -0.047 -0.0166 -0.0882
O 4.5593 6.513 16.0774 -0.0762 0.0449 -0.196
O -1.72 7.5326 18.5306 0.0029 0.0188 -0.0798
O -5.0537 13.5268 18.4034 -0.0319 -0.0327 -0.0941
O 10.6579 -1.0819 18.0787 -0.0042 0.0519 -0.1278
O 8.7566 2.1526 21.9892 -0.0129 0.0003 -0.0729
O 7.7453 1.6861 19.8295 -0.0265 0.0222 -0.0723
O 11.4952 7.227 17.5101 0.004 -0.0377 -0.1163
O 6.7617 11.4066 17.4789 -0.0038 -0.0611 -0.1232
O 3.5746 2.7167 22.9312 -0.0002 -0.0097 -0.0335
O 8.5221 1.7672 24.5779 0.0044 0.0064 -0.0269
O 4.5388 0.3137 18.9069 0.0519 0.0339 -0.1382
O 10.0473 1.103 16.2619 -0.0202 0.0337 -0.1418
O 7.0252 8.9873 18.4393 -0.002 0.0261 -0.0807
O 14.0642 0.2398 23.9739 -0.0023 0.0006 -0.0408
O 10.1569 0.3228 20.8181 -0.0133 0.0019 -0.0635
O 8.6953 9.8622 16.5502 0.0053 0.0091 -0.1022
O 12.5542 1.1861 21.9403 -0.0031 -0.021 -0.0407
O 14.8168 1.6851 25.9598 -0.0117 -0.0041 0.0002
O 10.603 4.9212 18.3411 0.0384 0.0553 -0.1731
O -3.1285 9.6596 28.1527 -0.005 -0.0072 0.0371
O -3.8731 4.3687 27.9362 0.0105 0.0067 0.0296
O -0.2046 -4.817 23.2993 -0.0018 -0.0227 -0.0408
O 2.4751 -3.27 21.016 -0.0118 0.0023 -0.0634
O -1.0914 8.1982 24.3473 0.0195 0.0013 -0.0099
O 0.8926 9.5702 22.0934 0.0033 -0.0153 -0.0536
O 6.5607 3.0073 25.7221 0.0085 -0.0027 0.0348
O -4.48 5.6502 25.7068 0.0037 -0.0086 0.0027
O 1.787 -3.4159 24.2523 0.0071 -0.001 -0.0242
O 5.1749 5.4036 18.3742 0.0033 0.0113 -0.1676
O 2.3869 -0.8692 19.9758 0.0002 -0.0021 -0.0606
O 3.7976 -0.5843 29.432 0.0052 0.0009 0.0897
O 0.2791 8.2228 19.9752 -0.0392 -0.0266 -0.1124
O 6.9957 7.4925 31.9102 0.0175 0.0243 0.1131
O 15.0044 7.8957 22.8895 0.006 0.02 -0.0401
O -4.6793 4.1209 20.444 0.0081 -0.0003 -0.0706
O 1.4447 0.584 25.9044 -0.0009 -0.0011 0.0085
O 0.8731 -6.1278 27.2044 0.002 -0.0013 0.0328
O -1.4635 -5.306 28.0243 0.0044 -0.0037 0.0215
O -2.9586 12.0337 27.0598 0.014 0.0033 -0.0036
O -0.312 13.9524 32.1303 -0.0285 0.0123 0.0975
O -9.3695 21.2288 28.2419 0.0168 0.0059 0.0344
O 10.1827 3.5388 23.5102 -0.001 -0.0009 -0.0427
O 2.4584 3.6542 25.0829 0.004 -0.0007 -0.0153
O 10.1779 4.7929 21.0232 -0.0264 0.0051 -0.1017
O 0.0212 -4.1679 25.9829 -0.0013 -0.015 0.0029
O -0.7954 -0.4789 27.0654 0.0065 0.0015 0.0154
O -5.8149 6.9217 30.2228 0.0038 -0.0016 0.0877
O 0.6552 6.9816 28.6003 0.0182 0.0168 0.0267
O 0.8241 3.6861 29.531 -0.0067 -0.0228 0.0545
O 7.4921 -3.6284 29.2911 -0.0127 -0.0144 0.0809
O 1.9977 -0.855 31.3704 -0.0238 0.0001 0.0832
O 4.0858 6.4714 32.6313 0.024 -0.0328 0.1183
O 4.695 -1.8908 20.5212 0.0068 0.0126 -0.0609
O 13.6379 16.3281 28.8543 -0.0015 0.0131 0.0485
O 5.9864 4.6566 33.2542 -0.0307 0.0278 0.0767
O 6.9942 7.8293 24.6212 -0.0035 0.0021 -0.0069
O 4.3073 8.9428 31.676 0.0002 -0.0085 0.0615
O -5.7507 3.0294 31.4845 -0.0003 0.0005 0.0611
O -6.3458 4.2116 26.7004 -0.009 0.0022 0.0056
O -1.7207 3.1635 29.1362 0.0077 -0.0132 0.0535
O -2.7515 9.9433 25.5037 0.0041 0.0065 0.0102
O 9.6159 4.4187 34.0167 0.0371 0.005 0.1076
O 2.4965 18.1582 30.6478 0.0213 0.012 0.0713
O 14.4431 -0.762 26.6302 -0.0016 -0.0106 0.0179
O 2.6296 2.9847 27.7444 -0.0066 0.0084 0.0307
O 8.5459 7.6958 26.7274 0.0056 -0.0103 0.0167
O 12.3936 4.2368 22.5072 -0.0171 0.0049 -0.0376
O 6.8238 5.0766 30.7797 -0.0016 -0.0112 0.0766
O 7.8573 3.2027 32.2476 0.0283 -0.0053 0.0849
O 2.2993 2.4533 31.5083 0.0127 -0.013 0.0611
O 15.1959 7.2733 25.3008 -0.0045 -0.0093 -0.0034
O -1.6559 1.8123 33.9967 -0.0263 -0.0334 0.1462
O 1.973 -1.1635 34.054 -0.0107 -0.0249 0.1549
O 3.6416 -8.1703 33.6783 -0.0343 0.0428 0.1263
O 6.7812 -1.5452 33.9587 0.0072 0.0413 0.1232
O 0.1037 12.6606 27.8096 0.0021 0.0086 0.0451
O 0.077 12.2588 30.3438 -0.0045 -0.0097 0.1117
O -1.8968 3.4892 26.5277 0.0077 -0.005 0.0075
O -6.743 0.676 31.83 0.001 0.0221 0.0577
O -4.8111 6.9103 34.3375 0.01 0.012 0.0771
O 4.0266 1.3558 37.0773 0.0377 0.0323 0.2206
O 8.1432 0.0471 35.5504 0.0016 0.0106 0.0873
O 1.5013 15.1455 34.0206 -0.0007 0.0108 0.0891
O 11.5585 11.6253 32.8278 -0.0111 -0.0246 0.0752
O 2.9725 -2.7786 28.1993 0.0072 -0.0077 0.0509

Results
free energy: -163106.378 eV
free energy less fixed offsets of O -570.45, Si -639.56 eV per atom: 2.502 eV

The program warned: the cutoff lies below the one the program advises for these potential files; the forces do not sum to zero within the program's tolerance; empty levels may hold ghost states of the PAW files; the exchange-correlation potential is rough where the density is thin.
